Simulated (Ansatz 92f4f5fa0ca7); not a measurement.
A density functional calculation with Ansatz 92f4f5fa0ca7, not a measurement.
Periodic cell of 253 atoms, Si144O109, from a study of silicon, its oxide and their interface. The atomic structure is a simulated model.
Doubt: the cutoff is far below the 930 eV that the study's wrapper takes by default for these files, so forces and energies are approximate.
This geometry differs little from another in the collection (a relaxation step or a small displacement).

Settings
functional: PBE
potential files: Ansatz PAW
basis: plane waves
wave-function cutoff: 580 eV
density cutoff ratio: 5
exchange-correlation grid ratio: 1
k mesh: 1 x 1 x 1, Gamma-centred
self-consistency stop: 5e-08 eV per atom in the density residual
occupations: fixed
spin: none
net charge: 0

Cell vectors (angstrom)
a  10.938  0  0
b  0  10.938  0
c  0.7363  3.1487  36.977

Atoms and the computed forces on them: element, x, y, z (angstrom), force x, y, z (eV/angstrom)
Si  4.5003  2.8128  31.1348  -0.0136  -0.0034  0.0235
Si  5.2312  9.107  30.8174  0.0054  -0.0051  0.0138
Si  6.9055  10.8421  31.0531  -0.0089  -0.0101  0.0075
Si  8.0656  6.2485  30.9995  -0.0041  0.0034  0.0029
Si  -1.2762  8.0735  30.8633  0.0065  -0.0102  0.0111
Si  2.8288  12.0151  30.9769  0.0092  0.0098  0.0012
Si  10.9188  14.4595  30.8651  -0.003  0.0148  0.0082
Si  1.599  5.3918  30.8859  -0.0002  -0.0209  -0.0027
Si  3.5549  10.0807  32.1668  0.0018  -0.0157  0.0055
Si  6.1509  12.6548  32.3602  0.0056  0.0028  0.0065
Si  3.3624  4.5251  32.2536  0.0054  0.0129  0.0087
Si  6.2211  7.3037  32.0901  -0.0022  0.0068  -0.0057
Si  8.8218  9.9133  32.1269  0.0048  0.0053  0.0034
Si  11.8622  12.7748  32.206  -0.0127  -0.0007  0.0107
Si  9.0874  15.4048  32.1433  0.006  -0.0003  0.0006
Si  0.6074  7.192  32.0721  -0.0048  0.0135  0.0099
Si  2.069  8.6281  33.3772  -0.0001  0.0062  -0.0039
Si  4.8062  11.3237  33.7286  0.0017  -0.0019  0.0093
Si  2.1168  3.1648  33.7125  -0.0017  -0.002  0.0028
Si  4.8297  5.9281  33.4605  -0.0047  -0.0065  -0.001
Si  7.5243  8.6067  33.6026  -0.0064  0.0002  0.0065
Si  10.3269  11.3326  33.3994  0.0089  0.0022  -0.0024
Si  7.6383  14.0725  33.5024  -0.0026  0.0008  0.0039
Si  10.3096  5.8722  33.6047  -0.0035  -0.0069  -0.0046
Si  3.4488  7.2813  34.8485  0.001  -0.0035  0.0106
Si  6.2108  9.9684  34.9911  0.0004  0.0013  0.002
Si  3.4674  1.7832  35.0131  0.0003  0.0023  0.0049
Si  6.2151  4.5263  34.8546  -0.0013  0.0006  0.0093
Si  8.9239  7.2467  34.937  -0.0038  -0.0012  0.0019
Si  0.7327  9.9761  34.8406  0.0007  -0.001  0.0116
Si  8.9809  12.6908  34.8714  -0.0014  0.005  0.0118
Si  0.7245  15.474  34.9842  0.0047  -0.0004  0.0031
Si  4.8381  8.6177  36.291  -0.296  -0.2143  0.0593
Si  7.5726  11.3522  36.291  0.3249  0.1061  -0.0313
Si  4.8381  3.1487  36.291  0.3554  0.2911  0.0811
Si  7.5726  5.8832  36.291  -0.1713  -0.1334  -0.0419
Si  -0.6309  8.6177  36.291  0.083  0.0912  -0.2307
Si  2.1036  11.3522  36.291  -0.3781  -0.2729  0.0779
Si  -0.6309  14.0867  36.291  -0.1326  -0.2018  0.0434
Si  2.1036  5.8832  36.291  0.2267  0.3363  -0.0355
Si  2.7345  6.8362  0.6813  0.0301  -0.1685  0.0221
Si  5.469  9.5708  0.6813  0.2023  0.004  -0.0175
Si  2.7345  1.3673  0.6813  0.0475  0.1939  -0.0244
Si  5.469  4.1018  0.6813  -0.2119  -0.0034  0.0058
Si  8.2035  6.8362  0.6813  -0.0825  0.2042  -0.0108
Si  0  9.5708  0.6813  -0.1366  -0.0196  0.0167
Si  8.2035  1.3673  0.6813  -0.0251  -0.1862  -0.0125
Si  0  4.1018  0.6813  0.1715  -0.0327  -0.0174
Si  1.3673  5.469  2.0485  0.1093  -0.2377  0.0989
Si  4.1018  8.2035  2.0485  0.2474  -0.1371  -0.0649
Si  1.3673  0  2.0485  -0.1694  0.1691  -0.0443
Si  4.1018  2.7345  2.0485  -0.3479  0.1872  -0.0455
Si  6.8362  5.469  2.0485  -0.2217  0.2774  -0.1869
Si  9.5708  8.2035  2.0485  -0.2229  0.2074  -0.0253
Si  6.8362  10.938  2.0485  0.2618  -0.2077  0.0406
Si  9.5708  2.7345  2.0485  0.3269  -0.2893  -0.0688
Si  2.7034  4.0704  3.4885  0.0009  0.0002  -0.0032
Si  5.4705  6.8359  3.467  -0.0021  -0.0031  0.005
Si  2.7471  9.5814  3.3603  0.0052  -0.005  0.0062
Si  5.4611  1.3687  3.3454  0.0004  0.0004  0.0023
Si  8.2117  4.1102  3.333  -0.005  -0.0076  0.0046
Si  -0.015  6.8326  3.3638  -0.0024  0.0097  0.0089
Si  8.2278  9.5839  3.4831  0.001  0.0023  -0.0029
Si  0.0112  1.3619  3.4877  0.001  -0.0005  0.0012
Si  4.0765  5.4587  4.8447  -0.0011  0.0019  0.0015
Si  6.8598  8.2069  4.8616  0.0071  -0.0055  0.0047
Si  4.0967  10.9672  4.6906  0.002  0.0009  -0.008
Si  6.8396  2.7522  4.6197  0.0004  0.0026  -0.0059
Si  -1.3739  5.443  4.6908  0.0005  0.0052  0.0122
Si  1.3573  8.2118  4.6607  0.0039  -0.0111  0.0087
Si  9.6144  10.9368  4.9232  0.0036  -0.0036  0.0076
Si  1.3416  2.7004  4.9604  -0.0028  0.0018  0.0084
Si  2.6099  6.842  6.0994  -0.0035  -0.0048  -0.0069
Si  5.4209  9.6314  6.1005  -0.0028  0.0038  -0.001
Si  2.8146  1.2737  6.2475  -0.0032  -0.003  0.0045
Si  5.5251  4.0477  6.0787  -0.0014  -0.0018  0.001
Si  -2.6675  6.7666  6.1501  0.003  0.0055  -0.0067
Si  0.1549  9.5105  6.211  -0.0007  0.0027  0.0014
Si  8.1357  1.4768  6.0895  -0.001  0.0035  0.0004
Si  -0.1595  4.1174  6.2169  -0.0025  -0.0098  -0.0125
Si  0.8835  5.8612  7.4504  0.0054  0.0151  -0.0023
Si  3.6824  8.5564  7.2897  -0.0042  0.0016  -0.0096
Si  1.9616  -0.5609  7.5475  -0.007  0.006  -0.0045
Si  7.1324  5.1307  7.4326  0.0109  0.0012  -0.0063
Si  -0.7518  7.5943  7.2747  -0.0069  -0.001  0.0081
Si  6.3819  11.4402  7.2828  0.001  -0.0039  -0.0163
Si  -2.0478  3.2641  7.47  0.0121  -0.0093  0.0162
Si  4.6825  2.2598  7.3694  -0.0079  -0.0015  -0.0174
Si  7.6636  5.891  28.7138  0.0036  -0.0067  0.0134
Si  -0.1194  3.7588  16.8505  0.0009  0.0041  0.0048
Si  1.8719  3.5009  21.6265  -0.0008  -0.0014  -0.0039
Si  5.3896  8.8041  25.7137  -0.0003  0.0029  -0.0005
Si  0.2441  6.8196  26.6636  -0.0056  0.001  -0.0025
Si  -0.1971  13.2418  28.7986  -0.0122  0.0018  0.008
Si  5.0303  4.3438  28.4349  0.0047  0.0013  -0.0056
Si  8.6915  10.7418  14.5008  0.004  0.0021  0.0012
Si  4.3354  8.0482  11.8797  0.0015  -0.002  -0.0106
Si  5.6711  6.5154  23.8067  0.0018  -0.0023  -0.0042
Si  3.3619  4.4841  24.1527  0.0007  0.0001  -0.0022
Si  -0.9689  8.105  9.5003  0.0007  -0.0016  -0.0131
Si  -0.5906  1.6354  14.4826  -0.0019  -0.0031  -0.0009
Si  1.4238  9.0745  11.3688  -0.0049  -0.0037  -0.0039
Si  4.0833  8.9328  28.6558  0.0078  -0.0007  0.0237
Si  6.6396  13.7575  20.2131  -0.0007  0.0022  -0.0032
Si  4.5604  2.0048  12.7017  -0.0056  0.0078  -0.0059
Si  4.1243  9.8921  16.1212  -0.0009  0.001  0.0042
Si  4.5836  7.2131  14.5952  -0.0003  0.002  0.0039
Si  6.9897  5.9489  15.6268  0.0027  0.0002  0.0041
Si  8.1729  11.3995  28.3338  -0.0087  0.0181  -0.0019
Si  0.089  7.8901  18.9731  0.0005  -0.0004  0.0012
Si  9.3607  13.5067  19.29  0.0002  -0.0009  -0.0011
Si  -0.9703  6.0726  11.5857  0.0044  0.0053  -0.0098
Si  1.3176  0.5465  9.5829  0.004  -0.004  -0.0014
Si  -0.2514  5.9233  21.528  0.0004  0.0015  -0.0035
Si  9.2562  8.3988  28.522  0.0002  0.0034  0.0059
Si  -0.9873  6.7452  16.2918  0.0001  0.0009  0.0016
Si  4.4576  5.7867  17.1072  -0.0005  -0.0038  0.0034
Si  7.5356  9.7695  9.6103  0.0059  -0.0088  -0.0043
Si  2.9137  3.0936  16.9473  -0.001  0.0033  0.0042
Si  -0.3592  8.2377  13.7596  0.0047  -0.0002  -0.0016
Si  5.7009  7.2381  9.3024  0.0013  0.002  -0.0012
Si  6.3248  10.4832  12.3551  0.0049  -0.0041  -0.0082
Si  4.1746  13.3885  26.3794  0.0033  0.0058  0.0024
Si  2.5305  11.7374  28.6559  -0.0117  -0.0002  -0.0017
Si  8.5849  13.4959  24.3075  0.0022  0.0046  0.0022
Si  4.1559  10.0626  20.6768  0.0006  0.0008  -0.0052
Si  7.7768  4.8693  22.2821  0.0042  -0.0058  -0.0006
Si  2.4722  1.0758  14.6839  -0.0006  -0.0003  0.0007
Si  6.8061  2.9717  14.5329  0.0024  0  0.0025
Si  3.3786  3.0157  10.0664  -0.0132  0.0071  0.0003
Si  -1.0485  2.5133  9.4671  0.0036  0.0088  -0.0276
Si  6.5681  11.616  25.6387  0.0135  0.0049  0.0054
Si  1.3444  6.9603  23.9392  -0.0062  -0.0002  -0.0026
Si  3.7279  8.6746  23.2842  -0.0013  0  -0.0027
Si  6.9383  10.9096  19.7889  0.0015  0.0012  -0.0019
Si  9.0423  3.1407  12.2865  -0.0037  -0.0001  -0.0033
Si  9.6215  4.2257  26.8409  -0.0003  -0.0037  -0.0057
Si  6.8567  0.5082  16.5964  0.0011  0.0002  0.0043
Si  3.1666  8.1119  18.5765  -0.0036  0.0003  -0.0012
Si  9.8234  10.6342  19.9206  0.0013  0.0013  -0.0008
Si  -0.4883  12.6527  21.9931  -0.0001  -0.001  -0.004
Si  2.4625  6.1196  28.8044  -0.0023  0.001  0.027
Si  1.0692  4.9643  9.7033  0.0033  -0.0008  -0.0044
Si  3.6615  13.0114  19.5692  0.0003  0.0036  -0.0007
O  3.0626  3.85  22.6804  -0.0005  -0.0004  0.0056
O  6.4667  10.0006  25.4051  -0.0036  -0.0027  0.007
O  3.0321  10.1868  28.3586  0.004  -0.0074  0.0007
O  7.0444  11.3766  29.4925  0.0253  0.0078  -0.0193
O  0.939  8.7874  12.9132  -0.0021  -0.0005  0.0055
O  4.3194  7.678  8.5528  0.0039  -0.0033  0.0055
O  9.7498  11.9472  18.9157  0.0006  -0.0001  0.0027
O  7.2072  4.4245  15.1228  -0.0003  -0.0007  0.0003
O  8.9587  2.3887  10.8295  -0.0103  -0.0011  0.0213
O  5.5702  0.9395  11.9974  -0.0003  0.0008  -0.0004
O  6.7907  8.4295  9.0497  -0.0018  -0.0006  -0.0022
O  3.9699  9.9427  22.293  -0.0007  -0.0011  0.007
O  9.2915  12.493  28.7672  -0.0044  -0.0082  -0.0043
O  1.471  3.7848  17.1396  0.0039  -0.0031  -0.0013
O  6.0894  5.9309  17.0048  0.0009  0.0003  -0.0016
O  7.3228  10.038  11.1773  -0.0079  0.0068  0.0118
O  6.0772  5.5852  28.4679  -0.0022  -0.0002  0.0035
O  7.7712  2.7376  13.2268  -0.0003  -0.0005  0.0025
O  6.143  6.7387  14.4763  0.0011  -0.002  -0.0027
O  0.5693  5.7438  11.0809  -0.0066  0.003  0.0069
O  5.1992  3.3564  29.72  0.0063  0.0041  -0.0129
O  1.4136  6.1507  27.5641  -0.0027  -0.0015  -0.0076
O  3.603  11.5364  20.2533  0.0003  -0.0016  0.0031
O  6.9113  12.2298  20.7879  0.0007  -0.0007  0.0015
O  8.8475  9.9308  28.1401  -0.0011  0.0017  0.0013
O  7.267  10.7553  13.6563  0.005  0.002  0.0071
O  3.2304  12.7239  27.537  0.008  0.0078  -0.0002
O  3.717  9.2372  17.5435  -0.0019  0  -0.0016
O  4.5303  2.8382  8.9285  0.0089  0.0049  0.0091
O  2.8436  10.6892  15.5408  -0.0005  0.0015  -0.0018
O  6.8812  11.4318  18.2311  0.0005  -0.0005  0.0013
O  5.2456  3.471  27.0797  -0.0051  -0.0063  0.0016
O  8.1315  10.5523  16.0555  -0.0004  0.0013  -0.0027
O  -1.4174  9.4549  13.9465  -0.0036  0.004  0.0021
O  -0.5365  11.1335  21.3775  0  0.001  0.0033
O  -0.6073  2.604  13.1408  0.0008  -0.0046  0.0056
O  3.54  4.9737  28.3854  0  0.0032  0.0004
O  4.7464  7.4667  22.8506  0.0014  -0.0001  0.0037
O  6.3572  5.8323  8.7641  -0.0023  0.0024  -0.0009
O  3.2191  12.8296  18.0102  -0.0006  0  0.0001
O  -0.4413  7.9853  27.5569  0.0025  -0.0021  0.0009
O  -0.1045  6.9933  20.3135  -0.0001  -0.002  0.0041
O  10.0313  7.3656  17.7956  0.0016  -0.0003  0.0007
O  -0.1121  3.4273  27.6059  -0.0064  -0.0066  0.0084
O  3.2904  1.155  13.2801  -0.0015  0.0001  0.0037
O  9.713  13.6433  20.8937  0.0001  0  0.0042
O  8.1014  3.8521  23.4867  -0.004  0.001  -0.0035
O  5.017  8.7469  27.3074  0.0002  -0.0011  -0.0092
O  9.7626  12.743  23.4625  -0.0026  0.0023  0.0047
O  2.2339  5.6487  24.3714  0.0011  0.0004  0.0042
O  1.5952  7.7718  18.3763  0.0031  0.001  0.0032
O  2.5786  14.0224  20.2295  0.0005  0.0004  0.0053
O  5.7029  9.9324  20.1721  -0.0019  0.0001  0.0024
O  5.0454  12.2087  25.6671  -0.0025  0.0025  0.0059
O  3.8984  7.0952  13.1314  -0.0024  -0.0024  0.0025
O  6.9978  6.1383  22.9494  -0.0024  0.0004  0.0056
O  8.4933  4.6913  27.9416  -0.0018  0.0003  -0.0007
O  9.2227  6.8963  10.3649  -0.0031  -0.0079  0.0057
O  -0.0695  7.6421  15.2589  -0.0001  -0.0006  0.0012
O  8.0009  7.3916  28.1044  -0.0017  0.0053  -0.0052
O  -0.9943  7.0121  12.9041  -0.0003  0.0019  0.0076
O  4.05  3.0305  11.5481  0.0091  -0.0036  0.0139
O  0.8561  4.7378  21.3172  0.0008  0.0006  0.0039
O  7.8005  13.9588  19.0713  -0.0012  0.0002  0.0037
O  2.3321  1.7942  9.8551  -0.0013  -0.0008  -0.0047
O  -0.4903  5.2035  16.2267  -0.0003  -0.0014  0.0017
O  5.2984  2.8353  13.9119  0.0025  0  0.0018
O  9.0619  3.1643  25.7431  -0.0013  0.0004  -0.0008
O  7.3995  11.8861  27.0048  0.0052  -0.0105  0.0199
O  9.1375  9.52  9.4934  -0.007  0.0108  0.0008
O  0.9107  12.049  28.501  -0.0032  -0.004  0.0024
O  3.2911  3.2976  25.2828  0.0018  0.0003  0.0035
O  10.1989  5.6001  26.1713  0.0011  0.0006  0.0082
O  6.9968  0.1217  8.7889  0.0049  0.0002  0.0156
O  4.0579  4.2191  17.2165  -0.0015  0.0031  -0.0005
O  0.0688  3.6785  9.7036  -0.0039  -0.0031  -0.0021
O  0.0858  6.5955  22.9754  0.0024  0.0016  0.0051
O  3.9647  6.6933  18.374  0.0001  -0.0001  -0.0007
O  7.008  1.9543  15.8118  -0.0001  0.0014  -0.0023
O  -0.6404  2.5792  15.8414  -0.0015  -0.0003  -0.0017
O  5.123  13.7368  19.6388  -0.0012  -0.0014  0.002
O  -0.1809  9.4643  19.3158  -0.0007  0.0002  0.0028
O  9.1328  5.4178  21.5557  -0.0053  -0.0027  0.007
O  3.172  7.5942  28.9276  0.001  -0.0025  -0.0032
O  3.3589  8.7788  20.0526  0.001  0.0019  0.0039
O  6.7851  4.0559  21.2606  0.0049  0.0051  0.0096
O  9.1273  4.7409  11.9922  -0.0001  -0.0045  0.0018
O  2.9001  2.4393  15.468  0.0014  -0.0032  0.0009
O  7.3987  12.3894  24.4711  -0.0014  -0.0046  0.0075
O  -0.1994  1.1152  9.2745  -0.0054  0.0025  0.0003
O  4.5668  8.7453  15.0893  0.0009  -0.0009  0.0002
O  0.4804  8.3615  10.2358  0.0082  0.0026  0.0084
O  4.0293  9.0993  24.8372  0.0055  0.0007  0.0049
O  5.196  9.3101  12.4685  -0.0001  0.0035  0.0014
O  5.2747  7.1583  10.8757  -0.0048  0.0038  0.0108
O  10.1735  3.5761  18.3319  -0.0001  -0.0007  -0.0005
O  8.2986  10.0579  20.0674  0.0004  0.0005  0.0015
O  6.0158  7.3749  25.1751  -0.0004  0.0022  0.0038
O  2.6147  4.4543  9.8896  0.004  -0.001  -0.0008
O  3.7854  6.3104  15.6981  -0.0001  -0.0007  -0.0002
O  2.962  8.5655  11.1656  0.0021  0.0015  0.0042
O  8.3788  6.7454  15.8545  -0.0015  -0.0013  -0.0004
O  4.8562  5.1471  24.1969  -0.0003  0.0008  0.0039
O  0.7881  7.5757  25.3358  0.0042  0.0012  0.0004
O  1.3373  10.6627  11.0097  0.0006  -0.0015  0.0041
O  1.0464  13.1512  22.1951  0.0011  0.0019  0.0029
O  5.3785  10.9047  16.2236  0.0006  0.0018  0.0021
O  2.2056  8.1129  23.1735  0.0014  0.0017  0.0039
O  0.8767  0.9208  14.4362  0.001  0.0027  0.0001

Results
free energy: -153540.515 eV
free energy less fixed offsets of O -568.88, Si -635.61 eV per atom: -4.755 eV

The program warned: the cutoff lies below the one the program advises for these potential files; the exchange-correlation potential is rough where the density is thin.
